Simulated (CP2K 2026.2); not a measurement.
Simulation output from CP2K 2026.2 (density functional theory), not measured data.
Periodic cell of 1152 atoms, Si864O288, from a study of silicon, its oxide and their interface. The atomic structure is a simulated model.
Doubt: the forces sum to 0.39 eV/angstrom along one axis rather than to zero, so they err by at least 0.0003 eV/angstrom per atom on average; the grid cutoff is modest.

Settings
functional: PBE
method: Gaussian and plane waves
basis set: DZVP-MOLOPT-SR-GTH
pseudopotentials: GTH-PBE
grid cutoff: 350 Ry, relative cutoff 50 Ry
k points: Gamma only
occupations: fixed
spin: none
net charge: 0

Cell vectors (angstrom)
a	32.64	0	0
b	0	16.32	0
c	4.8366	3.0309	39.6278

Atoms and the computed forces on them: element, x, y, z (angstrom), force x, y, z (eV/angstrom)
Si	1.8567	14.5321	0.107	-0.0553	-0.0002	0.7205
Si	4.2467	1.2211	0.3682	-0.1726	0.0568	0.8337
Si	1.1824	4.3287	0.0887	0.1475	-0.2371	0.78
Si	3.7467	7.0848	0.2659	0.1546	0.0114	0.7656
Si	1.6351	9.2978	0.2771	-0.0834	0.0176	0.7714
Si	4.032	12.2772	0.3696	0.0026	0.0235	0.4564
Si	11.2937	18.3834	39.5033	0.4091	-0.4055	0.6744
Si	14.2642	4.7028	39.4324	0.137	-0.2339	0.6155
Si	7.0712	3.7673	0.0574	-0.042	0.1479	0.7433
Si	9.5072	6.7664	0.2919	-0.0944	0.0681	0.6359
Si	6.1728	10.0083	0.0421	0.1671	-0.0348	0.797
Si	14.658	15.0231	39.5956	-0.2463	0.1503	0.7147
Si	12.5884	14.4996	0.1462	-0.1821	0.246	0.7616
Si	14.8428	1.4543	0.0588	-0.0674	0.0135	0.6753
Si	11.7198	4.5915	0.1288	0.2729	-0.1718	0.8949
Si	20.0642	9.4108	39.5192	-0.2993	0.4046	0.7004
Si	12.0524	9.746	0.1457	0.0766	-0.1635	0.6515
Si	14.8846	12.3434	0.3078	0.0494	-0.1904	0.6792
Si	22.6318	17.5503	39.5578	-0.0527	0.35	0.7092
Si	25.5283	4.2286	39.5659	-0.2301	0.0073	0.8294
Si	17.4784	4.1654	0.1843	0.1467	-0.1028	0.7377
Si	20.0894	6.9461	0.2575	0.1477	0.0251	0.7315
Si	17.9437	9.2251	0.1565	-0.2686	0.0646	0.8396
Si	20.0187	12.3007	0.0457	0.2475	0.0182	0.7569
Si	27.5789	18.1333	39.2513	0.354	-0.2472	0.7498
Si	30.4929	4.6449	39.607	0.0819	-0.1943	0.8147
Si	28.3339	6.9401	39.6134	-0.155	0.0204	0.7727
Si	25.6268	7.1415	0.0947	0.1162	-0.1288	0.7816
Si	23.3523	9.2829	0.1787	-0.1175	0.0384	0.7866
Si	26.0908	11.8931	0.1154	-0.0395	0.1573	0.7381
Si	33.6294	17.7502	39.6221	-0.1105	0.1664	0.7128
Si	31.1102	1.5082	0.0715	0.1209	-0.0373	0.6738
Si	33.7953	6.8458	39.5402	-0.1936	0.0801	0.7266
Si	36.4387	9.5981	39.5128	-0.2888	0.2206	0.7227
Si	28.4507	9.8557	0.0965	0.0724	-0.1629	0.7848
Si	31.1208	12.6092	0.0733	0.0625	-0.1606	0.7875
Si	2.7663	16.2019	1.5171	-0.0264	0.0208	-0.029
Si	5.5288	2.7479	1.5115	0.0197	0.0502	-0.0081
Si	2.6626	5.4597	1.5129	-0.0185	0.0006	-0.0324
Si	5.3261	8.3071	1.4725	0.0091	0.0003	-0.0492
Si	2.702	10.865	1.6348	-0.0169	-0.0131	-0.061
Si	5.5115	13.7271	1.3913	0.0163	0.0423	-0.0485
Si	8.2403	16.3452	1.1161	-0.0004	0.0327	-0.061
Si	10.8044	2.8062	1.3429	-0.0121	-0.0102	-0.0362
Si	8.0647	5.4008	1.4684	-0.0091	-0.0361	-0.0092
Si	10.8416	8.2479	1.4729	0.002	-0.0444	-0.0515
Si	8.0577	10.9554	1.2032	0.0086	-0.0105	-0.0546
Si	10.9044	13.5085	1.4044	-0.0293	0.0088	-0.0775
Si	13.5806	16.2778	1.3473	0.0002	0.0311	-0.0626
Si	16.1819	2.7443	1.4693	0.0219	-0.0493	-0.0415
Si	13.5317	5.5088	1.3177	0.0248	0.0037	-0.0424
Si	16.256	8.0625	1.2743	-0.0157	-0.0696	-0.0689
Si	13.5918	10.8339	1.5105	0.0185	-0.0142	-0.0226
Si	16.3842	13.5717	1.545	0.039	0.0163	0.01
Si	18.976	16.2935	1.0927	0.0035	-0.0135	-0.0354
Si	21.8576	2.7314	1.2793	0.0332	0.0143	-0.0559
Si	18.9841	5.3626	1.5235	-0.0391	-0.0107	-0.0109
Si	21.764	8.1018	1.4256	-0.018	-0.0078	-0.0322
Si	18.9867	10.821	1.5039	0.0076	0.015	-0.022
Si	21.7123	13.5501	1.139	-0.0246	0.0318	-0.0374
Si	24.4267	16.2312	1.0653	-0.0601	0.0097	-0.0352
Si	27.28	2.7439	1.256	-0.0018	0.0375	-0.0391
Si	24.5713	5.462	1.3762	-0.0094	0.0203	-0.0623
Si	27.2784	8.2245	1.3511	0.0109	-0.0098	-0.0858
Si	24.5277	10.8213	1.4702	-0.018	0.0025	-0.0281
Si	27.2291	13.5602	1.3185	0.0251	0.0022	-0.0481
Si	29.895	16.311	1.3608	0.0319	-0.0461	-0.0102
Si	32.684	2.6947	1.3521	-0.0098	0.028	-0.003
Si	30.0028	5.4415	1.2523	0.0303	0.0117	-0.0678
Si	32.6238	8.1131	1.3901	-0.0001	-0.0325	-0.0615
Si	29.9829	11.0022	1.4043	0.0328	0.0244	-0.0433
Si	32.7326	13.637	1.4093	-0.0151	0.0229	-0.0039
Si	1.373	1.3315	2.739	-0.0018	0.0119	-0.0112
Si	4.1119	4.1224	2.7876	-0.0146	-0.0074	0.0043
Si	1.2919	6.7927	2.8562	0.009	0.0247	0.0283
Si	4.0629	9.5526	2.9699	-0.0063	-0.0393	0.0481
Si	1.2924	12.2359	2.859	-0.0098	0.0013	0.0392
Si	4.1504	14.9423	2.877	0.0183	-0.007	0.0266
Si	6.9125	1.3061	2.7233	0.0115	-0.0667	0.0229
Si	9.4719	4.0788	2.8127	0.0048	-0.0075	0.023
Si	6.7151	6.8501	2.7366	-0.0085	0.023	0.0048
Si	9.3922	9.6037	2.6999	-0.0124	0.0312	0.0385
Si	6.8596	12.3263	2.7054	-0.0041	-0.0304	0.018
Si	9.522	14.9858	2.6083	-0.019	-0.0025	-0.0081
Si	12.1985	1.3794	2.6489	0.0079	0.0121	0.001
Si	14.8298	4.1261	2.7655	-0.027	0.0409	0.0256
Si	12.2538	6.8743	2.7606	-0.0079	-0.0091	0.0318
Si	14.9695	9.4258	2.7392	0.0473	-0.0265	0.0025
Si	12.231	12.2071	2.8379	0.0112	0.0294	0.0349
Si	14.9755	14.996	2.772	-0.0221	-0.0073	0.026
Si	17.6599	1.3011	2.6095	0.0288	-0.0324	0.0143
Si	20.4626	4.0137	2.7105	0.0145	-0.0314	-0.0199
Si	17.5896	6.7651	2.7759	-0.0287	0.0376	0.0467
Si	20.438	9.5023	2.7817	-0.0089	-0.0162	0.0398
Si	17.6757	12.1739	2.8726	-0.0197	-0.0057	0.0327
Si	20.3669	14.953	2.5507	0.007	0.0018	0.0171
Si	23.1801	1.297	2.5973	-0.001	-0.019	0.0308
Si	25.9598	4.1009	2.681	0.0011	-0.0241	0.0279
Si	23.1318	6.7313	2.7504	0.0225	0.0205	0.0243
Si	25.9124	9.4966	2.8073	0.0136	0.0047	0.0445
Si	23.0925	12.269	2.6262	-0.0417	-0.0052	-0.0189
Si	25.7979	14.9589	2.556	0.0085	0.0316	-0.0155
Si	28.5269	1.3473	2.6936	-0.0075	0.0058	-0.0009
Si	31.307	4.0782	2.7062	0.0081	0.0035	0.0134
Si	28.6172	6.7846	2.6405	-0.0045	-0.0143	-0.004
Si	31.285	9.5328	2.7095	0.0103	0.0238	-0.0015
Si	28.5866	12.2902	2.7758	-0.0158	-0.0099	0.0388
Si	31.3474	15.0292	2.7265	-0.0241	0.0067	0.0047
Si	32.6514	16.3603	4.1375	-0.0134	-0.019	0.003
Si	2.7454	2.7087	4.0887	0.0065	-0.0103	-0.0117
Si	32.6024	5.4054	4.1624	0.0004	-0.0151	-0.0115
Si	2.6716	8.1508	4.216	-0.0359	0.0104	-0.0171
Si	32.5933	10.8553	4.1637	0.0172	-0.0154	-0.0052
Si	2.7272	13.5826	4.1669	0.0019	0.0162	-0.0361
Si	5.5164	16.3377	4.1466	0.0356	-0.0005	-0.0102
Si	8.1683	2.6874	4.153	-0.038	0.0284	-0.0071
Si	5.4115	5.4973	4.1526	0.0072	0.0089	-0.005
Si	8.1211	8.1837	4.0843	0.0276	-0.0003	-0.0099
Si	5.4963	10.9653	4.1468	0.0291	-0.0078	-0.0565
Si	8.2046	13.6573	4.0737	-0.0124	0.007	0.0022
Si	10.8559	16.3378	4.0253	-0.0073	0.0041	-0.0102
Si	13.5303	2.7073	4.0848	0.0188	-0.0067	0.0045
Si	10.8836	5.4647	4.0928	0.0348	-0.0395	-0.0379
Si	13.6049	8.1575	4.1569	-0.0207	0.009	0.0087
Si	10.8036	10.881	4.1232	0.0054	-0.0282	-0.015
Si	13.607	13.6128	4.1184	-0.0012	0.0028	-0.0146
Si	16.3494	16.3365	4.0914	0.0015	0.0018	0.0081
Si	19.0427	2.6497	4.0014	-0.0497	0.0165	0.0111
Si	16.2431	5.4265	4.1328	-0.019	0.0337	-0.0085
Si	19.0199	8.1344	4.0914	-0.0261	-0.0006	-0.0537
Si	16.2888	10.806	4.1411	-0.0127	-0.0064	0.0029
Si	19.0865	13.6089	4.0629	0.0286	0.0462	-0.0391
Si	21.7511	16.2993	3.9602	-0.0231	-0.0012	-0.0533
Si	24.5403	2.6879	3.9758	-0.0023	-0.018	-0.0332
Si	21.7731	5.3833	4.0978	0.0122	0.0244	0.0081
Si	24.5001	8.1212	4.093	0.0185	-0.0082	-0.0181
Si	21.7905	10.9076	4.0715	0.0099	-0.0087	-0.0131
Si	24.4689	13.6182	3.9852	0.0039	-0.0111	-0.0044
Si	27.1451	16.2994	4.0022	0.0022	-0.0039	-0.0079
Si	29.9151	2.7117	4.0448	0.012	0.0258	-0.0177
Si	27.2684	5.4559	4.0616	-0.0025	-0.0032	0.0008
Si	29.9221	8.1599	4.0519	0.0035	-0.0119	-0.0045
Si	27.2387	10.9017	4.1271	0.0122	0.0008	-0.009
Si	29.9646	13.6549	4.0881	0.0033	-0.0133	-0.0182
Si	33.9841	14.9518	21.7442	-0.0002	-0.0059	0.0043
Si	4.0889	17.6987	21.7732	0.0182	0.0038	0.0137
Si	34.0322	4.1257	21.7923	0.0017	0.0108	0.0056
Si	4.0673	6.8139	21.8033	0.0028	-0.0105	0.0085
Si	34.0096	9.5356	21.7715	0.0049	0.021	0.0012
Si	4.0651	12.2221	21.7765	-0.0108	0.0055	0.0042
Si	6.7824	14.9432	21.7366	-0.0065	-0.0087	-0.0117
Si	9.524	17.6428	21.6908	0.0073	-0.0025	-0.0012
Si	6.7696	4.0901	21.745	0.0024	-0.0048	0.0055
Si	9.5072	6.7828	21.7793	0.0092	-0.0004	0.0037
Si	6.7881	9.4884	21.786	0.012	-0.0129	0.0068
Si	9.496	12.2029	21.7176	-0.0204	0.0017	-0.0012
Si	12.2546	14.9522	21.7266	-0.0082	0.0002	0.012
Si	14.9819	17.6892	21.6961	0.0002	0.0033	-0.0046
Si	12.2432	4.0697	21.7115	0.0116	-0.0151	0.0034
Si	14.987	6.813	21.7487	-0.0109	0.0136	0.0099
Si	12.2525	9.4856	21.7916	0	0.0032	0.0285
Si	14.9768	12.2109	21.81	0.0108	-0.0005	0.0182
Si	17.6857	14.9446	21.7511	-0.0044	0.0094	0.0152
Si	20.3701	17.6907	21.7347	-0.001	-0.0112	0.0135
Si	17.6836	4.1042	21.7709	-0.0045	0.0041	0.0193
Si	20.4032	6.815	21.75	0.0013	-0.003	0.0059
Si	17.6922	9.5273	21.7808	0.0112	-0.0004	0.011
Si	20.415	12.2435	21.7585	0.0057	0.0003	0.0018
Si	23.1123	14.9406	21.7011	0.0053	-0.0024	-0.0003
Si	25.8602	17.6849	21.7217	-0.009	0.0073	0.011
Si	23.12	4.1153	21.7169	-0.0045	0.0112	-0.0038
Si	25.7935	6.832	21.7115	0.0126	0.0004	0.0103
Si	23.1213	9.5277	21.7529	0.0141	-0.0048	0.0024
Si	25.8309	12.213	21.7426	0.0065	-0.0136	0.0056
Si	28.5671	14.9519	21.7682	-0.0006	0.0161	0.0156
Si	31.2868	17.6806	21.7492	-0.0091	0.0062	0.0234
Si	28.5879	4.075	21.6535	0.0041	0.0008	-0.0208
Si	31.2881	6.8205	21.7685	-0.0188	0.0008	0.0052
Si	28.5288	9.5169	21.744	-0.0056	0.0104	-0.0059
Si	31.2736	12.2506	21.7882	0.0127	0.0219	0.0173
Si	35.3459	16.3147	23.0731	-0.0048	0.0091	-0.0006
Si	5.4328	2.7622	23.1524	-0.0165	0.0021	0.0034
Si	35.3813	5.4737	23.2202	0.0007	-0.0046	0.0195
Si	5.4344	8.1447	23.1806	0.012	0.0102	0.0348
Si	35.3249	10.9044	23.1697	0.0054	0.0145	-0.0013
Si	5.4595	13.5593	23.1103	-0.0021	0.0047	0.0309
Si	8.1291	16.335	23.0575	0.0215	0.0019	0.015
Si	10.9116	2.6481	23.0282	-0.0021	0.0103	0.0134
Si	8.1252	5.4164	23.1187	-0.0049	0.0004	0.0351
Si	10.8499	8.1493	23.1542	-0.01	0.0031	-0.0036
Si	8.1619	10.8474	23.1201	0.0073	0.0305	0.0067
Si	10.8514	13.5809	23.0241	0.0146	-0.0003	0.0061
Si	13.6584	16.3181	23.0502	-0.0124	0.0131	-0.004
Si	16.2888	2.7364	23.0885	0.0036	-0.0039	0.0287
Si	13.5959	5.4512	23.0523	0.0114	-0.0268	-0.0045
Si	16.3499	8.1495	23.1468	-0.0102	0.032	-0.0041
Si	13.6494	10.7976	23.1739	-0.0005	-0.021	0.04
Si	16.3452	13.6	23.1547	0.0224	-0.0267	0.0071
Si	19.0313	16.3109	23.1065	-0.0173	0.017	0.0348
Si	21.7123	2.7915	23.0407	-0.0038	0.0016	-0.0043
Si	19.0496	5.478	23.137	-0.0045	0.0161	-0.0274
Si	21.7799	8.1553	23.106	0.0031	-0.0017	0.0212
Si	19.0478	10.909	23.1296	-0.0087	-0.0096	0.0202
Si	21.8076	13.5807	23.111	-0.0038	-0.0017	0.0197
Si	24.465	16.3101	23.0234	0.0288	-0.0134	0.02
Si	27.274	2.7319	23.0293	0.0026	0.0122	-0.0034
Si	24.4841	5.458	23.0925	-0.0302	0.014	0.0461
Si	27.1032	8.2052	23.0893	-0.0036	0.0052	0.0129
Si	24.4661	10.8831	23.1389	-0.0088	0.0083	0.0061
Si	27.1981	13.5558	23.0916	-0.0068	-0.0094	0.0286
Si	29.9478	16.3067	23.1283	0.0091	-0.0171	0.0162
Si	32.6315	2.7654	23.0827	-0.0038	0.0066	0.0318
Si	29.8747	5.4383	23.0453	0.0203	-0.0246	0.0191
Si	32.6827	8.1651	23.1302	-0.014	-0.0118	0.0079
Si	29.8877	10.8674	23.1009	-0.0225	0.0102	0.0051
Si	32.6605	13.6021	23.1565	0.0101	-0.0371	0.0001
Si	34.0072	17.719	24.4041	0.0063	-0.0008	-0.0334
Si	4.1283	4.1203	24.5968	0.001	0.0239	-0.0014
Si	34.0267	6.8661	24.585	-0.0072	0.0132	0.003
Si	4.0806	9.57	24.5066	0.0218	0.0023	-0.0172
Si	33.9716	12.2485	24.5899	0.0149	0.0018	-0.0111
Si	4.0475	14.9144	24.4006	-0.0469	-0.0119	-0.0444
Si	6.7988	17.692	24.4614	0.0359	-0.013	-0.0152
Si	9.4712	3.9215	24.3458	-0.0312	-0.0246	-0.0414
Si	6.791	6.7614	24.5561	0.0036	-0.0385	-0.0082
Si	9.4745	9.5004	24.536	-0.006	0	-0.006
Si	6.8381	12.2098	24.4977	-0.0025	-0.0082	-0.005
Si	9.4964	14.9606	24.358	-0.0065	-0.0075	-0.0226
Si	12.3376	17.6834	24.4011	0.024	0.0325	-0.0086
Si	14.9323	4.1301	24.4407	0.0119	0.0061	-0.018
Si	12.2181	6.7357	24.4388	0.0048	-0.0109	-0.0007
Si	15.0306	9.4246	24.6087	-0.0162	0.0216	-0.0319
Si	12.1829	12.1965	24.3626	-0.021	-0.0104	-0.0305
Si	14.9684	14.9872	24.4739	0.0166	0.01	0.0024
Si	17.6265	17.6769	24.436	-0.0182	-0.0226	-0.043
Si	20.3881	4.1148	24.491	0.0153	-0.0193	0.0275
Si	17.7258	6.8376	24.5379	0.0021	0.017	0.0131
Si	20.4519	9.5605	24.4431	0.0131	-0.0199	-0.0204
Si	17.7167	12.2623	24.5436	-0.0076	-0.0025	-0.0176
Si	20.4561	14.9594	24.4277	0.0009	0.0045	-0.0409
Si	23.1126	17.7505	24.2894	-0.0087	-0.0057	-0.0489
Si	25.9558	4.1209	24.3619	0.0496	0.0267	-0.0488
Si	23.0953	6.7691	24.4953	0.0036	0.0012	-0.0429
Si	25.7609	9.523	24.5486	0.0259	-0.0345	0.0109
Si	23.1631	12.2529	24.5422	-0.0098	0.0456	0.0146
Si	25.8002	14.9254	24.3828	-0.0259	-0.0184	-0.0205
Si	28.5983	17.7128	24.437	0.0111	0.0203	0.0069
Si	31.2682	4.1504	24.4277	0.0034	-0.0154	-0.0211
Si	28.4254	6.7608	24.3413	-0.0261	-0.0243	-0.0556
Si	31.2772	9.5169	24.4218	0.0039	0.0165	-0.0265
Si	28.5109	12.172	24.4987	-0.0305	0.0104	-0.0267
Si	31.3054	14.948	24.5205	-0.003	0.0356	-0.0037
Si	32.6805	16.3823	25.8028	-0.0388	0.0063	0.0573
Si	35.3305	2.7394	25.8319	-0.0377	0.0074	0.0521
Si	32.573	5.5216	25.8692	-0.0442	-0.0176	0.0319
Si	35.4218	8.2509	25.9427	-0.0091	-0.0256	0.0644
Si	32.5187	10.8818	25.8958	-0.0105	0.0645	0.0183
Si	35.4162	13.6035	25.9061	0.0201	-0.0507	0.0516
Si	5.381	16.3191	25.6947	0.01	0.019	0.0483
Si	8.2265	2.5967	25.8747	0.0127	-0.013	0.0747
Si	5.5335	5.3863	26.0597	0.0375	0.0003	0.0544
Si	8.1084	8.1651	25.9336	-0.0029	0.0333	0.0607
Si	5.4481	10.8976	25.9014	-0.0001	0.0227	0.0344
Si	8.2035	13.6313	25.7964	-0.0241	0.0105	0.0218
Si	10.9603	16.2572	25.6231	0.0117	-0.0044	0.0315
Si	13.5699	2.8104	25.8362	-0.0556	0.0032	-0.0014
Si	10.8172	5.2775	25.6314	0.0237	-0.0237	0.0284
Si	13.5793	7.9701	25.8909	0.0719	-0.0129	0.0143
Si	10.8651	10.8839	25.8255	-0.0393	-0.0067	0.0176
Si	13.5345	13.5745	25.6678	-0.0263	0.0168	0.0276
Si	16.2679	16.3702	25.8883	-0.0328	0.0373	0.0398
Si	18.9849	2.735	25.7686	-0.0517	0.0244	0.0243
Si	16.3516	5.4159	25.823	-0.0267	-0.0696	0.0501
Si	19.1288	8.2376	25.8516	0.0161	-0.0094	0.0108
Si	16.4267	10.8679	25.9739	0.0143	-0.049	0.0033
Si	19.1427	13.6371	25.8642	-0.0043	-0.0331	0.0619
Si	21.7944	16.4335	25.6727	-0.033	0.0114	0.0249
Si	24.5856	2.712	25.5546	-0.0008	-0.0275	0.0389
Si	21.7577	5.4046	25.916	0.0005	0.0433	0.0333
Si	24.4081	8.1336	25.9081	-0.013	-0.0199	0.0832
Si	21.7924	10.884	25.8736	-0.0186	-0.0114	0.0641
Si	24.5025	13.6434	25.9148	0.0251	0.0023	0.0525
Si	27.1801	16.3087	25.6533	0.0012	-0.0152	0.0283
Si	29.9482	2.7662	25.8056	0.0291	0.0194	0.0408
Si	27.164	5.4883	25.8714	-0.0243	0.0105	0.07
Si	29.8391	8.0799	25.5696	0.0154	-0.0256	0.015
Si	27.1018	10.859	25.9493	-0.0138	0.0457	0.0259
Si	29.9107	13.5513	25.8236	0.0166	-0.0133	0.0486
Si	34.2974	15.287	27.0859	-0.0559	-0.1109	-0.7175
Si	3.8845	17.4663	27.0745	0.0464	0.1552	-0.6968
Si	33.7168	3.9046	27.1029	0.1654	0.0857	-0.7664
Si	4.3664	7.0708	27.2713	-0.0718	-0.1509	-0.8519
Si	34.0188	9.6901	27.2087	0.0218	-0.1212	-0.7227
Si	4.4485	12.5519	27.26	-0.3444	-0.2366	-0.7744
Si	6.5901	14.8355	26.9972	0.2179	0.0241	-0.7656
Si	9.8701	17.6687	27.0771	-0.2534	0.0021	-0.6641
Si	7.2719	4.1969	27.3183	-0.3332	-0.1199	-0.7821
Si	9.3653	6.4708	26.9512	-0.057	0.1925	-0.7244
Si	6.5255	9.3441	27.2989	0.2411	0.0992	-0.6647
Si	9.7578	12.5036	27.1532	-0.1155	-0.1686	-0.6576
Si	11.9873	14.6999	27.0164	0.1215	0.0148	-0.7745
Si	15.1139	18.0204	27.1775	-0.0583	-0.2472	-0.691
Si	11.8353	3.801	27.1405	0.2886	0.082	-0.7321
Si	14.9733	6.6024	27.2755	-0.175	-0.0311	-0.6448
Si	12.4813	9.6819	27.0361	-0.2818	-0.1977	-0.6985
Si	14.6417	12.0217	26.9641	0.3298	0.1363	-0.6819
Si	17.9862	15.2848	27.0578	-0.1748	-0.1401	-0.7455
Si	20.2078	17.5293	27.0018	0.1744	0.1375	-0.7776
Si	17.4302	3.8097	27.157	0.1152	0.1669	-0.7781
Si	20.6251	7.0416	27.2153	-0.0805	-0.1809	-0.793
Si	18.1675	9.8632	27.276	-0.2631	-0.1009	-0.8197
Si	20.3637	12.1339	27.254	0.1044	0.1609	-0.7392
Si	23.3425	15.3765	27.0272	-0.0033	-0.2557	-0.7631
Si	25.6362	17.4666	26.9381	0.1186	0.0858	-0.7915
Si	23.4848	4.1675	26.9483	-0.253	0.0758	-0.684
Si	25.5063	6.5404	27.2511	0.2502	0.1596	-0.7622
Si	22.8319	9.2716	27.247	0.1567	0.0852	-0.7432
Si	26.1368	12.5845	27.2954	-0.3086	-0.2204	-0.7707
Si	28.3451	14.7991	26.9699	0.0914	0.103	-0.7778
Si	31.5616	17.9762	27.118	-0.2013	-0.1129	-0.8551
Si	28.7944	4.3461	27.1065	-0.145	-0.1721	-0.7984
Si	30.8748	6.6603	27.0815	0.2975	0.044	-0.72
Si	28.6953	9.4822	26.9876	-0.3388	-0.0429	-0.6534
Si	30.8154	11.8982	27.2497	0.4254	0.3095	-0.5874
Si	6.554	14.4751	35.0778	-0.0824	-0.0456	-0.0934
Si	35.1408	6.6045	32.016	-0.0259	0.0814	0.0509
Si	10.3245	8.6362	37.7155	0.0363	0.0065	0.2089
Si	35.2986	11.5606	29.3555	0.022	0.0574	-0.1007
Si	29.7779	12.9248	32.5231	0.0181	-0.0351	-0.0542
Si	4.6558	10.2558	33.8709	0.0757	0.076	0.0994
Si	8.5423	10.5212	29.1906	-0.0972	0.0529	0.0086
Si	18.7009	5.6801	29.3578	0.0329	0.023	-0.184
Si	32.1177	8.4991	29.2879	-0.1516	0.0968	-0.1273
Si	15.3811	14.7002	31.0055	-0.0169	0.0255	0.022
Si	8.8942	14.0319	31.5858	-0.0405	-0.0075	0.0623
Si	10.6324	8.3313	28.939	0.0539	-0.0153	0.0268
Si	17.7661	18.0871	36.9155	-0.0084	0.0174	0.0273
Si	25.7422	7.6724	30.2348	-0.0067	-0.026	-0.1409
Si	12.7986	16.9524	34.7649	0.2234	0.0336	0.036
Si	21.414	12.4903	34.1586	-0.0342	-0.1159	0.0406
Si	12.1562	10.0911	32.6634	-0.1138	-0.0199	0.0519
Si	16.7708	8.0627	29.2755	0.0701	0.0035	-0.1108
Si	20.7211	4.4862	31.083	0.066	-0.0881	0.0117
Si	21.6873	18.1193	31.8074	-0.0426	0.0745	-0.1158
Si	14.171	12.3484	29.7795	-0.0751	0.1066	-0.027
Si	21.948	2.7377	29.1122	-0.0447	-0.003	-0.0849
Si	15.7071	10.2226	30.8934	0.0429	-0.0411	-0.0558
Si	21.0004	10.3867	31.9217	0.0062	0.0275	0.0587
Si	20.3715	15.3368	31.3247	-0.02	0.0861	-0.0987
Si	26.5421	16.8171	33.608	0.0606	-0.1504	0.0267
Si	27.0938	3.1583	32.0177	0.0285	0.1095	0.1171
Si	5.5027	18.9444	34.803	0.0592	-0.0186	-0.0359
Si	29.6497	4.5038	32.9814	0.123	0.0386	0.0734
Si	14.7175	10.5503	33.8705	-0.0978	-0.0671	0.1279
Si	23.5524	17.5861	34.2586	0.0589	0.0343	0.0796
Si	31.3648	15.2221	31.4573	0.0744	0.0163	-0.0868
Si	28.431	8.954	29.9563	0.0719	0.0091	-0.062
Si	8.3066	16.1704	33.5632	-0.0528	-0.0468	-0.0287
Si	33.891	14.2947	29.9432	0.0602	0.0853	-0.0382
Si	30.4554	11.1438	30.0515	0.0169	-0.0098	-0.1664
Si	22.1467	13.7733	29.3546	-0.1162	-0.0494	-0.2144
Si	36.7236	5.3175	34.3944	-0.0755	0.0158	0.0611
Si	12.1384	7.5193	31.1378	0.0795	-0.0935	0.0658
Si	35.5327	5.1978	29.3087	0.0309	0.0128	-0.1072
Si	7.1443	12.115	33.3101	-0.0014	0.0246	-0.1365
Si	18.3441	12.6758	37.0968	-0.0897	-0.0353	-0.0198
Si	18.0754	14.5456	29.9454	-0.0861	0.0369	-0.0474
Si	13.0338	15.7378	32.0162	0.1331	-0.0186	-0.1261
Si	9.0237	9.9492	32.2711	0.1138	0.0493	-0.0863
Si	13.3953	3.5071	34.9198	-0.0401	-0.0258	0.0055
Si	9.2871	4.2401	32.0968	0.0422	-0.0493	-0.0249
Si	12.3151	4.7414	32.1357	0.0429	0.054	0.0014
Si	13.6254	16.2922	29.2411	-0.0369	0.0603	-0.0664
Si	22.7255	3.8173	35.5265	0.0642	0.0045	0.1073
Si	19.2389	8.6758	36.6298	0.0983	0.0245	0.1132
Si	25.1648	8.8574	37.0315	-0.1029	-0.0176	-0.0255
Si	8.3596	6.9582	32.777	-0.0104	0.0069	-0.0202
Si	15.8745	4.1534	36.62	-0.0482	-0.0324	0.3003
Si	22.7782	14.7591	35.1693	0.0476	0.0231	0.023
Si	27.9939	8.2522	36.7483	0.0723	0.0868	0.1712
Si	13.2676	5.3431	29.4387	0.0598	-0.0371	-0.0065
Si	17.9673	6.1485	37.5256	0.0886	-0.0685	0.0048
Si	23.3358	10.6156	35.2603	-0.0756	-0.0039	0.0624
Si	18.3651	11.8396	31.1829	0.0026	0.0673	0.1585
Si	24.0426	5.9881	37.4593	-0.0562	0.0588	0.1026
Si	27.4704	2.4513	29.1852	0.1316	-0.0613	-0.2117
Si	17.4525	15.3012	35.7857	0.0947	-0.0881	-0.0012
Si	35.5827	10.08	36.4465	0.0497	-0.0813	0.0996
Si	22.4211	5.778	33.2639	0.0541	0.0533	-0.0444
Si	32.327	3.2796	37.4211	0.0377	-0.0386	0.016
Si	24.9405	12.4441	30.2024	0.1611	0.1155	-0.019
Si	35.6205	16.5778	31.37	-0.1077	-0.0548	-0.0389
Si	29.9206	7.3741	32.2373	-0.0632	-0.0695	-0.0553
Si	30.711	12.5401	35.3541	-0.0008	0.089	0.0112
Si	33.2239	16.7545	33.2598	-0.0443	-0.0701	0.0197
Si	32.0477	3.1061	34.4927	-0.077	0.086	0.0093
Si	8.6907	18.9406	34.6535	0.0135	-0.0487	-0.0166
Si	14.5024	15.1516	36.6087	-0.013	0.0472	0.128
Si	4.3818	2.4691	29.7948	-0.021	-0.0653	-0.0517
Si	12.3034	11.0148	37.7495	-0.0206	-0.0729	0.255
Si	32.755	8.0461	32.1123	-0.0475	0.0537	0.0394
Si	35.1732	9.5823	31.8179	-0.0768	-0.0463	0.005
Si	5.4404	16.3189	33.129	0.015	-0.0208	0.0389
Si	7.3296	5.5003	37.6757	-0.101	0.0403	0.1035
Si	8.2832	16.1562	29.2658	0.1385	-0.043	-0.0781
Si	14.4618	12.0677	36.135	0.1897	-0.0058	-0.0524
Si	8.5412	7.2482	35.5892	-0.0547	0.0176	0.0994
Si	7.2544	2.6504	30.1664	0.0424	0.1818	-0.1509
Si	4.8954	13.9273	37.6464	-0.096	0.0317	0.0853
Si	21.3728	8.5835	34.2253	-0.0387	-0.0792	0.1077
Si	34.8131	12.7259	36.9608	-0.0907	0.0675	0.0784
Si	25.563	5.7484	32.673	-0.0709	-0.0428	-0.0812
Si	21.1198	13.694	37.6427	-0.0483	-0.0227	0.1644
Si	18.8125	13.6474	33.5215	-0.0834	0.0017	0.0381
Si	20.7875	18.9817	37.6224	0.0047	-0.2119	0.0956
Si	23.6076	9.8208	30.21	0.0164	0.0088	-0.1287
Si	25.2557	12.9309	35.0525	-0.145	0.0498	0.0013
Si	29.7011	16.6089	29.2044	0.0454	0.0838	-0.1511
Si	16.7826	10.4372	35.9317	-0.0748	0.0912	0.0216
Si	26.5434	13.8246	37.5567	-0.0818	0.0353	0.157
Si	26.7722	13.8414	32.461	-0.0315	0.0859	-0.1073
Si	27.9892	6.518	34.3057	0.0626	-0.0305	-0.1691
Si	11.7915	12.9243	31.3055	-0.0332	-0.0389	-0.1051
Si	6.024	7.5427	34.2642	0.0087	0.0026	0.0545
Si	27.9105	16.495	36.4669	-0.1241	0.185	0.1378
Si	30.4023	15.1451	36.7926	0.1191	-0.119	0.0794
Si	33.3492	7.9154	36.5758	0.0569	0.0638	0.2309
Si	30.8305	9.6605	36.7364	-0.0064	-0.0541	0.0783
Si	33.9378	5.0368	35.6611	-0.0125	-0.1147	0.0552
Si	5.2518	3.138	37.6577	0.0561	0.0416	0.2637
Si	11.1077	18.6377	36.3923	0.0155	0.093	0.2061
Si	32.9197	14.5242	35.4238	-0.1343	-0.0041	0.0102
Si	1.3696	14.9788	5.4824	0.0025	0.004	-0.0172
Si	4.1118	1.3747	5.4676	0.0025	0.0112	-0.013
Si	1.369	4.0541	5.4703	0.0022	0.0002	-0.0216
Si	4.0542	6.8051	5.5399	-0.0034	0.0005	0.0054
Si	1.3269	9.5303	5.5327	0.0005	-0.0135	0.0137
Si	4.0963	12.2537	5.5215	-0.0113	-0.0142	0.0075
Si	6.8407	14.9614	5.4871	-0.001	-0.0031	0.0046
Si	9.5391	1.341	5.4765	0.0023	-0.0191	-0.0039
Si	6.79	4.0894	5.4616	-0.0102	-0.0023	-0.0167
Si	9.5077	6.8243	5.4371	-0.001	0.0127	-0.0046
Si	6.8085	9.5479	5.4834	-0.0047	0.016	-0.0138
Si	9.5149	12.2826	5.4753	-0.0061	0.0173	-0.0102
Si	12.2234	14.9879	5.4248	0.0042	0.0132	-0.0115
Si	14.9571	1.3767	5.4223	-0.0045	-0.0081	-0.0079
Si	12.2092	4.0784	5.464	-0.0033	0.0163	-0.0173
Si	14.9372	6.7885	5.5146	0.0079	-0.0061	0.006
Si	12.2024	9.5251	5.4622	0.0034	-0.0017	-0.0149
Si	14.9446	12.2198	5.464	-0.0121	-0.0233	0.0018
Si	17.7019	14.9511	5.4268	0.0031	-0.0215	-0.0012
Si	20.408	1.3192	5.3768	-0.0013	-0.0272	-0.0102
Si	17.677	4.0341	5.3877	0.0213	0.002	-0.026
Si	20.3954	6.7641	5.4263	0.0017	0.0011	-0.0037
Si	17.687	9.4892	5.4809	-0.0041	-0.0183	-0.0088
Si	20.429	12.2527	5.4364	-0.009	0.0023	-0.0006
Si	23.1087	14.9627	5.3637	0.0068	0.0006	-0.0174
Si	25.8418	1.3468	5.397	-0.0031	0.0197	0.0114
Si	23.1664	4.0195	5.3926	0.0047	-0.0121	-0.0125
Si	25.8714	6.7747	5.4341	0.0051	0.0048	0.0034
Si	23.1437	9.5219	5.4193	0.0006	0.0052	-0.0095
Si	25.8227	12.2677	5.4025	-0.0123	0.0134	-0.0133
Si	28.5405	14.9849	5.4001	0.0096	0.0157	-0.0104
Si	31.2618	1.3831	5.4561	0.0123	0.0228	-0.0029
Si	28.5841	4.075	5.4299	0.0046	0.005	-0.0064
Si	31.253	6.8064	5.4663	-0.0099	0.0129	-0.0006
Si	28.5802	9.5115	5.4537	0.0012	-0.0101	-0.0102
Si	31.2561	12.2568	5.48	-0.0118	-0.0001	-0.0111
Si	2.7394	16.3355	6.8269	0.0096	-0.0075	-0.0078
Si	5.4411	2.7416	6.839	-0.0233	0.0074	-0.0025
Si	2.7027	5.418	6.8569	0.0154	0.005	0.0001
Si	5.4386	8.1877	6.8443	-0.0213	0.0012	-0.0107
Si	2.7223	10.8851	6.8575	0.0127	-0.0103	-0.014
Si	5.4586	13.6221	6.8512	0.0057	-0.0003	-0.0078
Si	8.1835	16.3179	6.8463	-0.0016	-0.0041	0.0108
Si	10.8756	2.7169	6.8319	0.0061	-0.0009	0.0002
Si	8.1603	5.4512	6.807	0.0157	-0.0124	-0.0116
Si	10.8648	8.1588	6.8236	0.0129	-0.0146	0.002
Si	8.1655	10.9059	6.836	0.0131	-0.0062	-0.0045
Si	10.8891	13.6286	6.8183	-0.0089	-0.0009	0.0018
Si	13.6002	16.3317	6.7854	-0.0087	0.0014	-0.0029
Si	16.3209	2.716	6.7895	-0.0017	0.0046	0.0008
Si	13.5758	5.4192	6.8375	0.0078	0.0056	0.0075
Si	16.3233	8.1427	6.8401	-0.0066	-0.0008	0.0049
Si	13.5727	10.8796	6.821	-0.0168	0.0315	-0.007
Si	16.3338	13.5884	6.7877	0.0144	-0.0093	-0.0075
Si	19.0575	16.3098	6.7795	0.0008	-0.0024	0.0048
Si	21.7701	2.6847	6.7455	0.0065	0.0033	-0.0019
Si	19.0312	5.3999	6.7702	-0.0125	0.0153	-0.008
Si	21.7633	8.1518	6.7641	-0.012	0.0116	-0.0093
Si	19.0551	10.8848	6.7911	-0.0047	0.0053	-0.0106
Si	21.7871	13.6103	6.7787	-0.0028	-0.0075	0.0023
Si	24.4658	16.3154	6.7475	-0.0076	0.0147	0.0026
Si	27.2017	2.7098	6.7666	0.0067	-0.0088	-0.0043
Si	24.4983	5.4038	6.7695	0.0123	-0.0103	-0.0061
Si	27.2067	8.1525	6.7991	-0.0005	0.0017	0.0041
Si	24.4906	10.8886	6.7794	0.0027	-0.0045	0.0011
Si	27.1913	13.6153	6.7686	-0.0009	-0.0105	-0.0053
Si	29.895	16.3299	6.7898	-0.0138	0.0155	0.0002
Si	32.6364	2.7162	6.8269	-0.0108	-0.0072	-0.0025
Si	29.9095	5.4374	6.8188	-0.002	-0.004	-0.0007
Si	32.6088	8.1517	6.8507	0.0068	0.0065	0.0013
Si	29.9111	10.8821	6.8278	0.0039	-0.006	0.002
Si	32.6407	13.6089	6.8248	0.0093	-0.0111	-0.0085
Si	1.3601	1.3593	8.1813	0.0013	0.0121	0.0007
Si	4.0769	4.0784	8.2076	-0.0055	-0.0087	0.0032
Si	1.3433	6.7937	8.196	-0.0141	-0.0038	0.0019
Si	4.0768	9.5258	8.2108	-0.0076	0.0036	0.0116
Si	1.3586	12.2555	8.1928	0.0085	0.0119	0.002
Si	4.0898	14.9792	8.1952	0.0061	0.0006	0.0005
Si	6.8075	1.3688	8.182	0.0022	-0.0041	-0.0051
Si	9.5112	4.0849	8.1757	-0.0008	-0.0014	0.0003
Si	6.803	6.8081	8.178	0.0027	0.0073	-0.005
Si	9.5221	9.5326	8.1832	0.011	0.0152	0.0034
Si	6.8028	12.2477	8.2018	-0.0204	-0.0139	0.0099
Si	9.5336	14.962	8.2007	0.0005	0.0098	0.0109
Si	12.2518	1.3601	8.1716	0.0124	0.0121	0.0084
Si	14.966	4.0683	8.1675	0.0054	0.0109	0.0037
Si	12.2236	6.7949	8.1816	-0.0181	-0.0189	0.0048
Si	14.9502	9.5175	8.1682	0.006	-0.0081	0.004
Si	12.2351	12.2534	8.1774	0.0142	-0.0044	0.0038
Si	14.9636	14.9578	8.1381	-0.0101	-0.012	-0.005
Si	17.6877	1.3492	8.1368	-0.0005	-0.0028	0.0003
Si	20.4122	4.0523	8.1174	-0.0024	-0.0025	-0.0034
Si	17.6912	6.7661	8.1591	-0.007	0.0005	0.0038
Si	20.4113	9.5112	8.1387	0.007	-0.0007	0.0029
Si	17.6894	12.235	8.1536	-0.0062	0.0007	0.0084
Si	20.4135	14.9544	8.1414	0.0009	0.001	0.0119
Si	23.1183	1.3437	8.129	-0.0082	-0.0163	0.011
Si	25.8478	4.0607	8.1432	-0.0059	-0.0008	0.0105
Si	23.1288	6.7837	8.1166	0.0039	-0.0045	-0.0061
Si	25.8432	9.5228	8.1433	0.0101	0.0091	0.0003
Si	23.1299	12.2411	8.1416	0.0043	0.0074	0.011
Si	25.829	14.9691	8.1262	0.0048	0.0033	0.0078
Si	28.5495	1.3667	8.1536	0.0117	0.0095	0.0128
Si	31.2788	4.0851	8.1757	0.0195	0.0243	0.0052
Si	28.5514	6.7957	8.1715	-0.0031	-0.0063	0.0094
Si	31.2659	9.5282	8.1952	0.0035	-0.0022	0.0057
Si	28.5362	12.2506	8.1522	-0.0171	-0.0171	-0.0008
Si	31.2615	14.9701	8.1576	-0.0076	-0.0037	-0.0067
Si	32.6293	16.3191	9.5266	0.0091	-0.003	0.001
Si	2.7136	2.7155	9.5506	0.0014	0.0033	0.0126
Si	32.6285	5.437	9.5497	-0.0026	-0.0042	0.0089
Si	2.7107	8.1569	9.5478	0.0128	-0.0047	0.0013
Si	32.6369	10.8877	9.5414	0.0048	-0.0146	0.0029
Si	2.7234	13.6135	9.5441	-0.0009	-0.0036	0.0034
Si	5.4499	16.3332	9.5488	-0.0118	0.0069	0.0047
Si	8.1611	2.7262	9.5422	-0.0081	0.01	0.0038
Si	5.4436	5.4493	9.5434	-0.0112	-0.0029	0.0074
Si	8.1608	8.1675	9.5381	0.0033	-0.0014	-0.0003
Si	5.4397	10.889	9.5567	0.0001	0.002	0.004
Si	8.1679	13.6029	9.5532	0.012	0.0003	0.004
Si	10.8948	16.3264	9.5419	-0.002	-0.0105	0.0092
Si	13.609	2.7141	9.531	0.0116	-0.0084	0.0111
Si	10.8714	5.4363	9.5405	0.0078	0.007	0.0066
Si	13.5958	8.1554	9.5279	-0.0039	0.0003	0.0038
Si	10.8829	10.8883	9.5391	-0.004	0.0015	0.0097
Si	13.6106	13.6071	9.5196	-0.0028	-0.0044	0.0076
Si	16.3251	16.3145	9.5015	0.007	0.0065	0.0082
Si	19.048	2.7101	9.4949	-0.0023	0.0017	0.0085
Si	16.3232	5.4282	9.5245	-0.0011	-0.0021	0.0097
Si	19.0502	8.1478	9.4992	-0.0009	-0.0031	0.001
Si	16.3226	10.878	9.5127	-0.0091	0.0129	0.0033
Si	19.0502	13.5979	9.5045	0.0048	-0.001	0.0076
Si	21.7645	16.3145	9.5033	0.0025	0.004	0.0069
Si	24.4772	2.7057	9.4944	0.0018	0.0054	-0.0004
Si	21.7642	5.4266	9.4805	-0.0075	0.0058	-0.0005
Si	24.4783	8.1507	9.4896	0.0016	0.0068	-0.0006
Si	21.7665	10.877	9.4976	-0.0004	0.0015	0.0058
Si	24.4846	13.6039	9.4996	0.0058	-0.0143	0.0084
Si	27.187	16.3209	9.5019	-0.0033	0.009	0.0006
Si	29.9125	2.7202	9.5205	-0.006	-0.0075	-0.0005
Si	27.1923	5.428	9.5154	-0.0025	0.0049	0.0055
Si	29.9065	8.1578	9.5354	-0.0021	0.0026	0.0079
Si	27.1913	10.8823	9.5142	-0.0051	0.0026	0.0132
Si	29.9058	13.6037	9.5139	0.0046	-0.0033	-0.0008
Si	1.3522	14.9667	10.8932	-0.0028	-0.0029	0.0001
Si	4.0799	1.3622	10.9053	-0.0021	-0.003	0.0016
Si	1.354	4.0794	10.9024	0	0.0039	0.0037
Si	4.0781	6.8021	10.9022	-0.0043	0.0053	0.0057
Si	1.3543	9.5248	10.8996	0.003	0.0041	0.0032
Si	4.0776	12.2504	10.9056	0.0012	-0.0023	0.0078
Si	6.8052	14.9657	10.9044	-0.0037	-0.0017	-0.0018
Si	9.5256	1.3634	10.8961	0.0072	0.0041	-0.0023
Si	6.8	4.0843	10.9003	0.0059	-0.0041	-0.0021
Si	9.5172	6.8028	10.8964	0.0035	-0.0111	-0.0007
Si	6.8014	9.5218	10.9029	-0.0103	0.0022	0.0051
Si	9.5245	12.2395	10.9056	-0.009	-0.0096	0.0053
Si	12.2517	14.9583	10.8913	0.005	0.0111	0.0022
Si	14.9715	1.3499	10.8787	-0.0087	0.0018	0.0007
Si	12.2436	4.0756	10.8877	-0.0014	0.0022	0.0004
Si	14.9615	6.7939	10.8792	0.0057	-0.0021	-0.0006
Si	12.2432	9.52	10.889	0.0022	0.0047	-0.002
Si	14.967	12.2399	10.8754	0.0055	0.0019	0.0056
Si	17.6863	14.9572	10.864	-0.0003	-0.0122	0.002
Si	20.4034	1.3545	10.8617	0.0032	-0.0081	0.0028
Si	17.6902	4.0661	10.8684	-0.0011	0.0057	-0.0006
Si	20.41	6.7873	10.8544	0.0036	0.0073	-0.0002
Si	17.6855	9.5095	10.8606	-0.007	-0.0071	0.0006
Si	20.4061	12.2343	10.8622	-0.0054	-0.0047	0.0042
Si	23.1226	14.9568	10.8635	-0.0049	0.0062	0.0021
Si	25.8336	1.3568	10.8672	-0.0021	-0.0032	0.0051
Si	23.1201	4.0727	10.8521	0.01	-0.0052	0.0022
Si	25.8329	6.7966	10.8643	0.0016	-0.0083	0.0041
Si	23.1231	9.5134	10.8562	-0.0041	0.0001	0.0007
Si	25.8344	12.2441	10.8696	0.0026	0.0001	0.0036
Si	28.5482	14.9652	10.87	-0.0065	0.0008	-0.0014
Si	31.273	1.363	10.8839	-0.0004	0.0119	-0.0021
Si	28.5547	4.0786	10.8807	0.0055	0.0087	0.0038
Si	31.2692	6.8031	10.8967	0.0071	0.0032	0.0015
Si	28.5486	9.5241	10.8812	-0.0003	0.0004	0.0019
Si	31.2676	12.2489	10.8837	0.0005	0.0018	-0.0004
Si	2.7153	16.3211	12.2556	0.0022	0.0039	0.0014
Si	5.4403	2.7237	12.2582	-0.0093	0.0058	0.0016
Si	2.7166	5.4408	12.2565	0.0031	-0.0081	0.0026
Si	5.4378	8.1635	12.2588	-0.0004	-0.0019	0.0029
Si	2.7163	10.8848	12.257	0.0061	0	0.0037
Si	5.4417	13.606	12.2616	-0.003	0.0037	0.0013
Si	8.1671	16.323	12.2591	-0.0018	0.0022	-0.0019
Si	10.8854	2.7201	12.2533	-0.0015	-0.0004	0.0008
Si	8.1602	5.4429	12.2568	-0.0059	0.0062	0.0043
Si	10.883	8.1603	12.2491	-0.0012	0.0036	-0.0016
Si	8.1617	10.8796	12.2609	0.0096	0.0018	0.0019
Si	10.8893	13.6005	12.2541	0.0044	-0.0016	-0.0015
Si	13.6105	16.3175	12.2458	0.0047	-0.0049	0.0026
Si	16.3292	2.7136	12.2349	0.0086	-0.008	0.002
Si	13.6035	5.4369	12.2435	-0.0059	0.0012	0.0012
Si	16.3246	8.1574	12.2291	-0.0066	-0.0001	-0.0008
Si	13.6075	10.8806	12.2398	-0.0008	-0.0009	-0.0002
Si	16.3288	13.5987	12.2307	-0.0005	0.0026	0.0004
Si	19.0447	16.317	12.2256	-0.004	0.0108	-0.0001
Si	21.7619	2.7171	12.2197	-0.0094	0.0068	-0.0015
Si	19.0463	5.4354	12.2212	-0.0032	-0.0019	0.0002
Si	21.7623	8.1538	12.2171	0.0025	-0.0032	0.0006
Si	19.0426	10.8741	12.2198	0.0037	0.0057	-0.0029
Si	21.7621	13.5974	12.223	0.007	-0.0018	-0.0011
Si	24.4769	16.3177	12.2274	0.0053	-0.0012	-0.0019
Si	27.1932	2.7157	12.2324	-0.0012	-0.0027	-0.0017
Si	24.4752	5.4331	12.221	-0.0086	0.0114	0.0002
Si	27.1904	8.157	12.2315	-0.0044	0.0064	0.0022
Si	24.4754	10.8776	12.2228	0.0066	0.0022	0.0006
Si	27.1946	13.6024	12.2314	0.0036	-0.0093	0.0008
Si	29.9103	16.3207	12.2364	0.0035	-0.0069	-0.0027
Si	32.6315	2.7188	12.2521	0.0029	-0.0028	0.0021
Si	29.9106	5.4388	12.2464	-0.002	-0.0036	0.0021
Si	32.6332	8.1629	12.2522	-0.0013	-0.0028	0.0025
Si	29.9128	10.8817	12.2394	-0.0034	-0.0083	0.0001
Si	32.6318	13.6032	12.246	0.0025	-0.0016	-0.001
Si	33.9958	1.3627	13.6106	0.0005	0	0.0039
Si	4.0784	4.0824	13.6132	0.0046	-0.0027	0
Si	33.9954	6.8041	13.6103	0.0065	0.0053	-0.0002
Si	4.0775	9.5247	13.6156	-0.0011	0.001	0.0037
Si	33.9918	12.245	13.6092	-0.0078	0.0005	0.0017
Si	4.0754	14.9623	13.6161	-0.0044	-0.0041	0.0003
Si	6.7998	1.3603	13.6142	0.0026	0.0021	-0.0043
Si	9.5224	4.0802	13.6106	0.0051	-0.0019	-0.004
Si	6.7982	6.8013	13.6142	-0.0035	-0.0057	0.0056
Si	9.5237	9.5159	13.6117	-0.0011	-0.0045	-0.0009
Si	6.8	12.2405	13.6172	-0.0036	-0.0033	-0.0003
Si	9.5255	14.9571	13.6142	0.0017	0.0001	-0.0026
Si	12.2464	1.3552	13.6058	0	-0.001	-0.004
Si	14.9666	4.0744	13.5964	0.0002	-0.0028	-0.0018
Si	12.2438	6.7979	13.6042	0.001	0	-0.0019
Si	14.9671	9.517	13.5938	0.0015	0.0034	-0.0004
Si	12.2479	12.2342	13.6066	-0.0034	0.0007	0.0006
Si	14.9695	14.9531	13.5976	-0.0018	0.0042	0.0012
Si	17.6879	1.3542	13.5925	-0.0025	-0.0044	0.0016
Si	20.403	4.0766	13.5819	0.0068	0.0018	-0.0012
Si	17.6838	6.7948	13.5833	0.0015	0.0049	-0.0025
Si	20.4008	9.5144	13.5786	-0.0042	-0.0013	0.0009
Si	17.6869	12.2344	13.5863	-0.0048	-0.0016	0
Si	20.4036	14.957	13.5856	-0.0028	-0.0056	-0.0025
Si	23.1188	1.3592	13.5849	0.0034	-0.0032	-0.0021
Si	25.8351	4.0785	13.589	0.0075	-0.0003	-0.0008
Si	23.1184	6.7957	13.5808	0.0075	-0.0051	0.0033
Si	25.8344	9.5212	13.5873	-0.001	-0.0026	0.0019
Si	23.1187	12.2388	13.5843	-0.0079	-0.0031	-0.0005
Si	25.8359	14.9618	13.59	-0.0038	0.0068	0
Si	28.5543	1.3611	13.5971	-0.0022	0.0056	0.0011
Si	31.2738	4.0833	13.6069	-0.0036	0.0057	0.0012
Si	28.552	6.8032	13.5984	0.003	-0.0003	0.0015
Si	31.2731	9.5251	13.6043	0.005	0.0045	0.0016
Si	28.5541	12.243	13.5932	0.005	0.0049	-0.0007
Si	31.2728	14.9649	13.6001	-0.0014	0.0008	0.0018
Si	32.6354	16.3205	14.9638	0.0017	-0.0019	-0.0028
Si	2.7187	2.7223	14.9681	0.003	0.0064	-0.0035
Si	32.6346	5.4448	14.9666	-0.0004	-0.0106	-0.0016
Si	2.7154	8.1633	14.9709	-0.0021	-0.0046	0.0026
Si	32.6343	10.8823	14.9662	0.0016	-0.0045	0.003
Si	2.7129	13.6016	14.9714	0.0046	-0.0016	0.0001
Si	5.4374	16.3205	14.9732	-0.0027	0.0024	0.0004
Si	8.1594	2.7212	14.969	-0.0006	-0.0003	-0.0008
Si	5.4365	5.4421	14.9711	-0.0071	-0.0012	0.0017
Si	8.1609	8.1592	14.9702	0.0049	0.0055	-0.0019
Si	5.438	10.8819	14.9763	0.0045	0.0045	0.0035
Si	8.1636	13.5963	14.9745	0.0034	0.0022	0.0005
Si	10.887	16.3159	14.9688	0.0038	0.0021	0.0007
Si	13.6061	2.7165	14.9602	-0.0105	-0.0063	0.0003
Si	10.8826	5.4405	14.966	-0.0027	0.0008	-0.0013
Si	13.6062	8.16	14.9575	-0.0013	0.0018	-0.0026
Si	10.8859	10.8736	14.9665	-0.0033	-0.0031	-0.0026
Si	13.6109	13.5933	14.9601	0.0048	0.0043	-0.002
Si	16.3276	16.3151	14.9529	0.0007	-0.003	0.0006
Si	19.0456	2.7202	14.9469	0.002	0.0035	-0.0025
Si	16.325	5.4405	14.9509	0.0003	0.0001	0.0006
Si	19.0384	8.1592	14.9416	-0.0054	-0.0073	0.0012
Si	16.3271	10.8772	14.9508	-0.0001	0.0024	0.0007
Si	19.0436	13.5972	14.9461	0.0035	0.0017	-0.0009
Si	21.7625	16.3183	14.946	-0.0017	0.0117	-0.0001
Si	24.4753	2.7189	14.9486	-0.0041	-0.0023	0.0008
Si	21.7579	5.439	14.9422	-0.006	0.0022	-0.0014
Si	24.4756	8.1577	14.9418	-0.0034	0.0031	-0.0011
Si	21.755	10.8799	14.939	0.0072	0.0024	-0.0012
Si	24.4775	13.5999	14.9463	0.0089	0.002	-0.0006
Si	27.1939	16.3205	14.9531	0.0036	-0.011	-0.002
Si	29.9157	2.7198	14.9607	0.0025	-0.0025	-0.0008
Si	27.1958	5.4376	14.9524	-0.0058	0.0028	0.0029
Si	29.915	8.1624	14.9599	-0.0029	0.0026	-0.0001
Si	27.195	10.8812	14.9488	0.0054	-0.0028	-0.0035
Si	29.9171	13.598	14.9543	-0.0035	-0.0049	-0.0042
Si	33.9941	14.964	16.3291	-0.0066	0.0077	-0.002
Si	4.0763	1.3628	16.3299	-0.0028	-0.0023	0.0001
Si	34.0015	4.0877	16.3212	0.0035	-0.0035	-0.003
Si	4.0763	6.8027	16.3287	0.0065	0.0032	-0.0036
Si	33.9936	9.5229	16.3286	-0.0004	0.0059	-0.0057
Si	4.07	12.2392	16.3313	-0.0082	0.0077	-0.0029
Si	6.7954	14.954	16.3292	0.0018	-0.0032	-0.0026
Si	9.5198	1.3565	16.3213	-0.0032	0.0013	-0.0064
Si	6.7957	4.0803	16.327	0.0057	-0.0009	-0.0054
Si	9.5194	6.797	16.3266	-0.0028	-0.004	0.0003
Si	6.8015	9.5182	16.3301	-0.0003	-0.011	-0.0001
Si	9.5216	12.2254	16.3281	0.0102	-0.0024	-0.001
Si	12.2477	14.9473	16.3203	0.0005	-0.0057	-0.0008
Si	14.966	1.3514	16.3135	0.0045	-0.0016	-0.0013
Si	12.245	4.0785	16.3186	0.0014	0.0002	-0.0028
Si	14.9671	6.8021	16.315	-0.0058	0.0012	0.0011
Si	12.2466	9.5139	16.3242	-0.0037	0.0026	-0.0008
Si	14.9705	12.2324	16.3177	-0.007	-0.0007	0.0023
Si	17.6844	14.9538	16.3108	-0.006	0.0067	-0.0006
Si	20.4052	1.3609	16.305	0.0002	-0.0099	-0.0006
Si	17.6857	4.0808	16.3071	0.004	-0.0068	0.0021
Si	20.3952	6.7995	16.2985	0.0062	0.0036	-0.0016
Si	17.6833	9.5173	16.311	0.0026	0.0051	0.0028
Si	20.3999	12.2377	16.307	-0.0048	-0.0033	0
Si	23.1206	14.9593	16.3091	0.0022	-0.002	-0.0016
Si	25.8348	1.3612	16.3121	-0.0001	0.0045	-0.0005
Si	23.1143	4.0811	16.3051	0.0024	0.0058	-0.0016
Si	25.836	6.8018	16.3044	0.0082	-0.0049	-0.0024
Si	23.1142	9.5211	16.2946	-0.0058	-0.0029	-0.0025
Si	25.8385	12.2433	16.3061	-0.0043	-0.0008	0.0006
Si	28.5565	14.9571	16.3063	0.004	0.0064	-0.005
Si	31.2816	1.3646	16.3207	-0.0001	-0.002	-0.0009
Si	28.5594	4.0829	16.3177	0.0066	-0.0045	-0.0021
Si	31.2772	6.8077	16.3257	0.0019	0.0022	-0.0017
Si	28.5573	9.528	16.3129	-0.001	-0.0014	-0.0027
Si	31.2759	12.2435	16.3226	-0.0037	0.0045	-0.0026
Si	2.7138	16.3259	17.6896	0.0088	-0.0024	-0.0049
Si	5.4347	2.7242	17.6878	0.0003	0.005	-0.0015
Si	2.7118	5.4501	17.6878	-0.0041	-0.0147	-0.0089
Si	5.4393	8.159	17.6862	-0.0006	0.0052	-0.0046
Si	2.7137	10.8766	17.6929	-0.0026	-0.0078	-0.0019
Si	5.4297	13.5965	17.6898	-0.0014	-0.0074	-0.0021
Si	8.159	16.3151	17.6797	0.0064	0.0074	-0.0005
Si	10.8772	2.7215	17.6735	0.0033	-0.0025	-0.0051
Si	8.1506	5.4428	17.6845	0.0038	-0.0025	-0.0011
Si	10.8829	8.1537	17.6825	0.0018	0.0063	-0.0054
Si	8.161	10.8696	17.6962	0	0.0053	0.0004
Si	10.8925	13.5774	17.6781	-0.0068	0.0054	-0.0052
Si	13.6125	16.3037	17.6743	-0.0122	-0.005	-0.0037
Si	16.3243	2.7199	17.6631	-0.003	-0.0029	-0.0052
Si	13.6057	5.4422	17.6732	-0.0042	0.0013	-0.0067
Si	16.3234	8.1636	17.6789	0.0021	-0.0036	-0.0062
Si	13.6112	10.8727	17.68	0.0089	0.0055	-0.0058
Si	16.3321	13.5903	17.6769	0.0012	0.0064	-0.0019
Si	19.0431	16.3223	17.6605	0.0099	0.0056	-0.0078
Si	21.7581	2.7225	17.6698	-0.003	-0.0046	-0.0012
Si	19.0418	5.4444	17.6675	-0.005	0.0076	-0.0057
Si	21.7469	8.1696	17.6511	0.0001	-0.0022	-0.0098
Si	19.0407	10.8798	17.6712	0.0003	-0.0018	-0.0021
Si	21.7586	13.599	17.666	0.0002	-0.0002	-0.0013
Si	24.4795	16.3176	17.674	-0.0023	0.0005	0.0003
Si	27.1959	2.7223	17.6701	-0.0036	-0.0103	0.0002
Si	24.4707	5.447	17.6598	-0.0001	-0.0049	-0.0009
Si	27.1993	8.1611	17.6614	0.0024	0.009	-0.006
Si	24.4729	10.8805	17.6523	-0.0021	-0.0032	-0.0082
Si	27.2026	13.5979	17.6689	0.0104	0.0093	-0.0085
Si	29.9205	16.312	17.6618	-0.0112	-0.0108	-0.0172
Si	32.6517	2.7227	17.6776	0.0019	0.013	-0.0087
Si	29.9239	5.44	17.6812	-0.0069	0.0018	0.0013
Si	32.6334	8.1696	17.6924	0.002	-0.0066	-0.0059
Si	29.9153	10.885	17.6811	0.0071	0.0003	-0.008
Si	32.6384	13.5982	17.6854	0.0023	-0.0019	-0.0077
Si	34.0053	17.693	19.055	-0.0002	0.0015	0.0015
Si	4.0711	4.0895	19.0429	-0.0008	0.0072	-0.0092
Si	33.9994	6.8154	19.0523	-0.0053	0.0116	-0.0049
Si	4.0782	9.5126	19.0467	0.0086	-0.006	-0.0128
Si	33.9932	12.2368	19.0507	0.0023	0.0027	-0.0014
Si	4.07	14.9626	19.0464	-0.0094	0.0071	-0.0037
Si	6.7979	17.6785	19.0375	0.0014	-0.0132	-0.0024
Si	9.513	4.0817	19.0333	-0.0048	0.0065	-0.0012
Si	6.7904	6.7989	19.0514	0.0008	0.0038	-0.0124
Si	9.5246	9.503	19.0526	0.0096	-0.02	0.0014
Si	6.7772	12.2195	19.0452	-0.0006	0.0181	-0.0004
Si	9.5171	14.9316	19.0172	0.0153	-0.0112	-0.0039
Si	12.243	17.671	19.0102	-0.0074	0.0035	-0.0031
Si	14.9738	4.0863	19.0227	-0.0008	-0.0062	-0.0001
Si	12.2449	6.7956	19.0391	-0.001	-0.0082	-0.0042
Si	14.9681	9.5219	19.0489	-0.0215	0.0156	-0.0001
Si	12.2533	12.2218	19.0479	-0.0014	-0.0047	0.0029
Si	14.9698	14.9399	19.04	0.0047	-0.0063	-0.0016
Si	17.6843	17.6821	19.0184	0.0016	-0.0035	-0.0076
Si	20.3967	4.0848	19.0283	0.0051	0.0009	-0.002
Si	17.6895	6.8081	19.033	0.0018	-0.0057	-0.0005
Si	20.3989	9.5219	19.0298	0.0043	0	-0.004
Si	17.6888	12.2333	19.044	0.0044	-0.0078	-0.0038
Si	20.3953	14.9615	19.0201	-0.0109	0.0137	-0.0052
Si	23.1164	17.681	19.0292	0.0114	0.0009	0.0029
Si	25.832	4.0907	19.018	-0.0112	0.0105	-0.0022
Si	23.1045	6.8171	19.0033	-0.019	0.0145	-0.0127
Si	25.8348	9.5249	19.0059	0.0069	-0.0055	-0.0131
Si	23.1152	12.2307	19.0194	0.0074	-0.0083	-0.0037
Si	25.8461	14.9539	19.0281	0.0026	-0.003	0.0019
Si	28.5618	17.6683	19.0119	0.015	-0.0031	-0.0095
Si	31.3063	4.0888	19.0339	0.017	-0.0259	-0.0033
Si	28.5601	6.8087	19.0272	0.008	-0.003	-0.0026
Si	31.2726	9.5327	19.0506	-0.0106	0.0087	-0.0021
Si	28.5614	12.2479	19.0401	-0.009	-0.003	0.0039
Si	31.2757	14.9618	19.0332	-0.0144	0.0182	-0.0067
Si	32.6358	16.3193	20.3889	0.0004	-0.0091	-0.0015
Si	2.7241	2.742	20.4201	0.008	-0.0035	0.0014
Si	32.6523	5.456	20.4153	0.0013	-0.0036	0.0056
Si	2.7237	8.168	20.4189	-0.0028	-0.0026	-0.0027
Si	32.6309	10.8882	20.4211	-0.006	-0.0094	0.0033
Si	2.7198	13.5915	20.4055	0.0069	0.0091	0.0046
Si	5.431	16.3277	20.3982	-0.0031	-0.0033	0.0079
Si	8.15	2.7264	20.3917	0.0132	0.01	0.0093
Si	5.4104	5.4563	20.4089	0.0038	-0.0028	-0.001
Si	8.1552	8.1471	20.4142	-0.0011	-0.004	0.0079
Si	5.4275	10.8554	20.4229	-0.0144	-0.0082	0.0043
Si	8.1442	13.5832	20.3778	0.0079	-0.003	0.0011
Si	10.8899	16.2895	20.3502	-0.0066	0.0019	0.0026
Si	13.6045	2.7171	20.3544	-0.0068	-0.0013	0.0006
Si	10.8698	5.4429	20.3914	0.0024	0.0051	0.0071
Si	13.6046	8.1541	20.3993	0.0089	0.004	0.0007
Si	10.9003	10.8502	20.4072	0.0054	0.0094	0.0117
Si	13.625	13.5676	20.413	-0.0036	0.0039	0.0088
Si	16.3419	16.3082	20.3748	0.0077	0.0108	-0.0026
Si	19.0212	2.7359	20.385	-0.0001	-0.0106	0.007
Si	16.3334	5.4467	20.3895	0.0019	0.0045	-0.0026
Si	19.0403	8.1729	20.3998	0.0014	0.0001	-0.0053
Si	16.331	10.8789	20.416	-0.0035	-0.0057	-0.0002
Si	19.0548	13.5983	20.393	-0.0031	0.0013	0.0029
Si	21.7424	16.3251	20.3802	-0.005	-0.0098	0.0082
Si	24.4805	2.728	20.3795	-0.0051	-0.0061	0.01
Si	21.7542	5.4651	20.3688	0.0107	0.0089	0.0048
Si	24.4557	8.1848	20.3534	-0.0003	-0.0004	-0.0031
Si	21.7578	10.8788	20.3916	-0.0096	-0.0079	-0.0035
Si	24.4842	13.5797	20.3706	-0.0022	0.0079	-0.0009
Si	27.2165	16.31	20.3845	-0.0013	0	0.0057
Si	29.9455	2.6975	20.3457	-0.0135	0.006	-0.0022
Si	27.183	5.4613	20.3728	0.0071	-0.0092	0.0085
Si	29.9145	8.1637	20.4011	-0.0025	0.0029	0.0081
Si	27.1891	10.8745	20.3722	0.0034	-0.004	-0.0056
Si	29.9285	13.6048	20.4043	0.0043	-0.006	0
O	28.3879	8.6406	28.3593	-0.3307	-0.5257	0.1041
O	32.7559	18.0731	34.0211	0.342	-0.0203	0.0427
O	4.6828	18.1074	28.3467	0.3781	0.051	-0.0411
O	8.7659	10.5819	30.787	0.0489	0.498	0.1477
O	30.9436	17.3299	28.4716	0.2944	-0.1796	0.4851
O	32.65	2.7725	27.6203	-0.0809	0.0794	0.4939
O	31.4885	9.8972	29.8305	0.203	0.1651	-0.0366
O	34.6217	10.9887	27.9976	-0.0088	0.2564	-0.2431
O	7.1142	15.6364	28.2978	-0.2593	0.1642	0.3886
O	8.3826	4.9172	38.7156	0.0954	0.0913	-0.1314
O	19.9527	12.6429	37.2484	0.1484	-0.6778	-0.3358
O	12.1732	4.5738	28.5362	-0.1433	-0.0992	0.4144
O	9.2336	15.0935	32.7819	0.2863	-0.0657	0.0901
O	9.5167	16.681	28.3421	0.4299	-0.0932	0.0772
O	14.9345	13.1458	30.972	-0.0628	-0.1164	0.3064
O	21.7629	7.0314	34.0439	-0.2941	-0.163	0.1862
O	14.5438	5.5021	28.4416	0.0775	-0.4802	0.1585
O	18.13	4.4484	28.4811	-0.0869	-0.031	0.3341
O	13.5858	10.8299	27.3398	0.2599	0.1012	0.0965
O	11.9544	9.1376	28.4821	0.1617	0.1828	0.4605
O	17.4507	14.6895	28.4764	-0.3763	-0.3774	0.136
O	14.8877	15.3645	29.6149	0.3732	-0.178	-0.2618
O	22.758	18.1532	32.9858	-0.0582	0.3797	0.0197
O	19.6591	14.5892	32.5439	-0.0809	-0.026	0.0402
O	28.7681	7.5856	33.3539	0.0554	0.3857	0.0666
O	21.7374	8.1375	27.7346	0.2047	0.2142	0.4728
O	19.2382	11.0277	27.7168	-0.2043	0.1933	0.5931
O	22.482	14.9856	28.3479	-0.1695	0.3792	0.1166
O	24.5067	16.426	27.5076	-0.0296	0.0374	0.2846
O	26.3792	18.1249	28.2077	-0.1044	0.1645	0.3797
O	23.1584	3.1031	28.14	0.4579	-0.4733	0.2408
O	24.4704	5.3118	27.576	-0.039	0.0851	0.3619
O	33.4264	8.7392	28.3845	0.0809	-0.5089	0.2899
O	29.4076	5.7862	39.139	0.0013	0.2049	-0.5214
O	32.1338	13.1983	34.9214	0.0339	-0.1515	-0.3793
O	22.2073	13.8856	33.9261	0.2075	0.2588	-0.5709
O	29.872	5.475	27.5957	0.0781	0.0436	0.3274
O	33.7018	6.8819	32.7353	-0.2368	-0.3659	0.5021
O	34.1038	12.4557	38.3903	0.142	-0.3009	-0.1327
O	15.1217	4.2131	38.0972	-0.063	-0.3662	0.0096
O	8.3078	3.3798	31.1452	0.1757	0.1028	-0.1452
O	19.8518	6.4618	28.5264	0.0637	-0.1517	0.3972
O	27.1783	16.9271	35.0972	-0.0923	0.3736	-0.0198
O	19.5869	9.5632	37.9578	0.1247	0.2218	-0.154
O	26.6314	9.0595	36.3562	0.0423	0.5396	-0.6515
O	10.8605	13.643	27.5843	-0.1154	0.2396	0.2599
O	36.6067	3.6602	38.4869	-0.0602	-0.2978	-0.3241
O	18.6308	16.4783	39.4433	0.1908	-0.0893	-0.1578
O	24.4812	11.5706	34.6308	0.4041	-0.1288	-0.5208
O	27.5604	13.0468	38.5168	0.2321	0.132	-0.3417
O	28.1745	3.7082	28.4622	0.2027	0.1899	0.5679
O	35.5339	4.9948	35.4379	0.2792	-0.0675	0.1924
O	25.8896	6.4183	31.2375	0.3546	-0.2988	-0.2651
O	7.1125	18.9587	34.9941	0.1103	0.1052	0.3362
O	6.0779	18.3001	38.424	0.0519	0.0691	-0.4901
O	11.461	18.1005	37.8944	0.2685	-0.1938	-0.2946
O	13.4473	10.5824	38.8072	-0.0665	0.3902	-0.063
O	35.4196	16.3727	27.6079	-0.1551	0.0916	0.3061
O	27.8834	7.7562	38.2826	-0.0818	0.3357	-0.0364
O	33.5726	14.6758	28.407	-0.2856	-0.2882	-0.108
O	22.215	4.4476	34.1406	-0.451	-0.2932	-0.172
O	12.9625	4.1697	33.5	0.2069	0.2045	0.1356
O	20.8438	3.7569	38.8098	0.3993	-0.0735	0.024
O	21.5492	11.6348	32.7993	0.489	0.1569	-0.3327
O	26.0651	12.7582	36.442	-0.0069	-0.6315	0.0705
O	21.3548	4.1533	29.6251	0.2251	0.2643	-0.1556
O	19.275	5.1294	30.7682	-0.4949	0.1586	0.6008
O	25.4037	9.1271	38.5976	0.4851	-0.1509	-0.058
O	34.619	11.3513	36.1407	-0.5194	-0.0308	-0.1917
O	28.7593	5.096	34.2026	-0.1163	-0.3952	0.4332
O	24.5729	10.984	30.8039	0.131	-0.1544	0.4285
O	14.2647	15.6711	38.1348	-0.4653	0.4326	-0.0714
O	29.3274	9.119	36.4773	-0.0367	0.0976	-0.1635
O	30.9338	11.1413	36.1113	0.2538	0.1154	-0.1142
O	6.7912	6.6844	33.113	-0.1905	-0.2644	-0.4129
O	25.78	13.3798	31.24	-0.1785	0.088	-0.0802
O	19.6522	10.8633	31.1794	-0.0176	-0.0658	-0.1598
O	16.8998	17.8205	38.2651	-0.6244	-0.1047	-0.1159
O	9.2022	9.2876	38.652	-0.1533	-0.1765	-0.2991
O	12.7337	8.9115	31.6897	0.6227	-0.0818	-0.015
O	33.1533	4.2909	34.457	0.2257	0.2456	-0.5842
O	34.809	16.6945	39.1708	0.0362	-0.1418	-0.4113
O	12.5727	12.6845	29.8811	-0.2347	-0.143	-0.4102
O	36.7559	15.1378	38.3736	0.0084	0.3164	-0.3071
O	28.6212	3.7036	32.0355	0.271	0.133	-0.4828
O	4.9923	4.0079	34.1371	0.1794	0.0273	-0.4155
O	31.1429	7.595	28.3871	-0.201	0.264	0.4207
O	6.1899	4.4175	37.3616	0.0733	0.0274	-0.3106
O	34.6595	17.0094	32.5862	0.1971	0.4464	0.3554
O	18.6549	5.1735	38.615	-0.4247	-0.1842	0.2289
O	21.7447	17.7967	38.1906	-0.1955	-0.3197	-0.271
O	23.9075	11.1484	39.3723	0.0004	0.173	-0.2962
O	24.0036	5.9725	33.0055	0.0434	0.2657	0.1252
O	11.4412	12.2613	38.3079	0.1446	0.3033	-0.4988
O	8.2167	10.8955	33.318	0.2626	-0.2127	0.4679
O	23.456	5.0082	36.3268	0.1721	-0.0702	-0.1872
O	10.1751	13.0648	31.2843	-0.1866	-0.2486	-0.073
O	36.0205	10.1202	38.0204	0.017	0.3251	-0.143
O	5.4433	8.2054	27.7909	0.001	0.0174	0.4612
O	9.6051	8.1231	36.3889	-0.0419	0.2869	-0.1794
O	20.4799	14.7936	38.6279	-0.0625	-0.0583	-0.0898
O	8.4362	8.4523	32.1831	-0.0058	-0.0576	-0.1912
O	5.8045	13.1112	38.6709	0.0522	0.0261	-0.2606
O	5.6537	11.4333	33.3349	-0.3323	0.1673	-0.0497
O	17.8119	9.1496	28.6949	0.1484	0.2085	0.5288
O	4.4208	16.0905	31.9124	0.2335	-0.2159	-0.225
O	21.7926	14.4767	36.4135	-0.2952	0.3454	-0.0655
O	16.9912	5.3363	36.5263	0.0463	0.2178	-0.6285
O	29.284	11.2218	39.2705	-0.1523	0.038	-0.2454
O	15.9361	9.8297	34.6746	0.178	-0.6046	-0.1793
O	5.7241	2.5282	30.7081	0.1157	-0.1488	0.6337
O	13.3336	4.5362	30.8612	0.4596	-0.3402	0.2164
O	12.4575	16.5465	33.253	-0.495	0.3155	-0.0269
O	9.052	17.559	33.868	0.5164	-0.0719	-0.3511
O	7.1479	8.0542	35.3256	-0.0309	0.5633	0.4235
O	12.9447	6.8782	29.8769	0.4586	0.3405	-0.1096
O	12.0648	6.3613	32.271	-0.3435	0.3177	0.588
O	9.0717	11.9013	28.5199	-0.2697	0.1432	0.4135
O	35.4092	10.3912	30.4449	0.0395	-0.035	0.1451
O	22.881	6.4453	38.4851	-0.1026	-0.4261	-0.3674
O	27.1024	18.0685	32.778	0.1312	-0.1232	-0.0722
O	32.0927	16.4707	32.1526	-0.0854	0.5077	-0.2779
O	14.6854	4.2825	35.5211	0.0631	0.3136	-0.4373
O	33.3871	15.4661	34.2165	0.4743	-0.2397	-0.1614
O	17.8018	11.7297	35.8819	0.1244	0.2739	-0.2891
O	33.5692	4.25	37.0354	0.5466	0.2405	0.3803
O	16.9695	14.8387	31.093	0.1379	0.245	0.5727
O	31.215	4.0713	38.2718	-0.0448	-0.0201	-0.2677
O	23.4464	9.9671	28.5942	0.0442	0.4182	-0.0058
O	22.4691	18.2205	30.388	0.6238	-0.3579	-0.0375
O	35.7446	8.0692	31.6407	0.4234	-0.0436	-0.3858
O	13.0507	5.7741	39.0667	-0.2226	0.2256	-0.5575
O	9.399	9.2907	28.6182	-0.0609	-0.1461	-0.3427
O	10.1924	3.2406	39.3982	0.1021	0.258	-0.4835
O	26.678	2.9585	30.4791	-0.391	0.01	-0.1608
O	7.7829	17.462	30.0372	-0.2084	-0.1406	0.5199
O	34.936	5.7241	30.6934	-0.5808	0.0149	0.1833
O	25.2974	14.4131	38.4023	-0.0134	-0.2203	-0.4761
O	4.794	18.8245	36.2532	-0.7204	-0.1609	-0.1275
O	22.782	9.3913	34.3597	0.4941	-0.1249	-0.388
O	15.7845	13.8747	39.2646	-0.1878	0.0742	-0.1404
O	14.5321	10.7825	29.9383	-0.2484	-0.333	-0.0733
O	24.684	7.3194	36.7988	0.1356	-0.0505	-0.1592
O	28.2447	13.2562	32.1154	-0.1137	-0.1791	-0.3417
O	32.9103	18.3594	38.2842	-0.2246	-0.172	-0.2333
O	31.1137	9.6546	38.3297	0.6912	-0.3324	-0.2193
O	17.9201	14.2308	36.9053	-0.1605	0.0208	0.3268
O	5.3504	8.8286	33.5869	-0.1724	-0.0157	-0.3072
O	33.291	7.5462	38.1576	-0.2828	0.1414	-0.1505
O	11.0876	7.4036	38.4191	-0.0648	-0.2055	-0.429
O	15.4398	8.7412	39.3245	-0.0578	-0.0325	-0.5002
O	35.8589	17.9078	30.4827	-0.5501	0.0704	-0.2024
O	14.6924	12.047	34.5243	-0.0985	0.653	-0.3893
O	9.206	6.9032	34.1608	0.7337	-0.219	0.1194
O	15.7426	7.8036	28.0601	-0.0545	0.502	-0.0759
O	22.2996	12.8872	38.3746	0.0594	-0.0907	-0.33
O	34.9451	15.3573	30.5563	0.4167	-0.1673	-0.1783
O	25.8959	7.1463	28.7096	0.0069	-0.082	0.3009
O	32.5619	7.6336	30.5587	-0.0805	-0.7351	-0.1544
O	22.1414	9.921	30.8807	-0.2845	-0.0486	-0.232
O	21.1625	12.7367	28.5615	-0.1154	-0.2927	0.4049
O	27.8281	17.5319	37.7337	0.3004	-0.1278	-0.3555
O	22.7483	16.3495	34.9254	-0.5489	0.124	0.1767
O	25.7247	12.1634	28.8094	-0.0913	-0.5539	0.2553
O	17.0045	7.1678	38.2838	-0.0704	0.3288	-0.311
O	16.7688	2.8436	36.2214	0.1147	0.033	-0.3122
O	21.5023	14.3802	30.6965	0.2642	-0.1168	0.5019
O	34.2109	14.03	36.2435	0.1688	0.2949	0.021
O	21.4144	3.2824	36.2894	-0.4056	0.1234	-0.2489
O	30.0083	13.6225	36.3545	-0.3293	-0.1513	0.0591
O	8.3211	5.4139	27.6387	0.1519	0.235	0.5795
O	15.1841	10.4702	32.3665	-0.1453	-0.0457	-0.0841
O	12.2601	11.6248	32.152	0.4284	0.1801	0.031
O	12.6159	15.4992	28.278	-0.2478	0.1728	0.2968
O	6.9852	16.451	32.6401	0.0927	0.0632	-0.628
O	19.1101	16.4091	27.445	-0.0227	-0.1363	0.3054
O	24.0226	9.9002	36.5397	-0.0329	0.1956	0.3298
O	20.6683	3.0723	31.8915	-0.3111	-0.1226	0.2571
O	36.8643	10.2267	35.449	0.4214	-0.0367	0.1224
O	5.3864	14.9857	34.0613	-0.5819	-0.2004	0.0206
O	34.4771	12.7906	29.9985	-0.1818	-0.1074	0.2333
O	26.9273	8.7488	30.5064	-0.1107	0.3894	0.378
O	8.1408	5.8769	36.3414	0.2747	-0.5046	-0.3304
O	20.6353	9.1447	32.8974	-0.4492	-0.247	-0.2318
O	8.9185	5.7987	31.8211	0.1626	0.2369	-0.59
O	10.8679	2.5511	27.5958	-0.149	-0.1792	0.2096
O	7.7772	15.5419	34.9731	0.2032	0.0567	0.6569
O	3.6656	6.4165	28.5828	-0.1219	0.3422	0.181
O	32.0106	8.7207	36.1393	-0.1484	-0.1432	-0.197
O	33.4052	6.5494	35.736	0.0072	0.1995	-0.2851
O	23.5294	13.1078	29.8053	0.0212	-0.1116	0.0621
O	32.4926	14.3269	30.7319	-0.2789	-0.364	-0.1904
O	14.6321	15.4602	32.2199	0.3882	0.2812	0.2843
O	35.9396	10.3573	33.0005	-0.1238	0.3235	0.2524
O	30.8034	3.5277	33.549	0.0287	-0.3992	-0.2969
O	7.77	16.37	39.2703	-0.1623	-0.1848	-0.1965
O	23.6958	18.8523	35.2716	0.6395	-0.0732	0.0662
O	26.5255	3.0456	39.0221	-0.059	0.2324	-0.1711
O	29.4159	7.9735	30.813	0.4152	-0.2842	-0.367
O	36.1125	5.7861	32.984	0.2537	-0.2409	-0.2577
O	17.8208	14.6043	34.3685	-0.1501	0.1683	-0.4497
O	30.2453	15.8102	30.4744	-0.1091	0.0046	0.1042
O	29.0211	15.533	28.2339	0.2653	-0.3103	0.2509
O	5.9146	14.4787	36.5405	0.3049	0.2304	0.1775
O	6.6846	6.8288	38.3284	-0.0651	0.4159	-0.6307
O	24.9547	16.9915	33.7778	-0.2259	-0.1966	-0.2126
O	18.631	13.0399	30.1319	0.5765	-0.3569	-0.3288
O	26.4475	6.4466	33.8324	-0.3619	0.2006	0.439
O	19.1137	7.0609	36.8326	0.4587	-0.21	-0.4798
O	21.2772	8.3434	39.3105	-0.0484	0.1398	-0.4112
O	7.0521	10.1606	28.6393	-0.1293	0.4691	0.4521
O	3.917	3.9867	29.5577	0.4022	-0.0142	0.0184
O	10.5557	9.8557	32.8265	-0.1621	-0.2716	0.4198
O	31.6036	2.8483	36.0369	-0.4377	-0.3548	0.0458
O	34.9416	5.7232	39.1482	0.1077	-0.0753	-0.5298
O	17.0781	11.0334	30.6932	-0.0251	-0.1465	-0.0539
O	12.847	16.5947	30.6383	-0.251	0.594	0.0197
O	26.2712	13.2023	33.8476	0.0119	-0.1052	0.1643
O	14.2336	17.5894	28.4962	-0.0309	0.1775	0.2245
O	10.8789	4.0419	31.8082	-0.0788	-0.3306	-0.4476
O	17.6733	12.15	38.484	0.0051	-0.6768	-0.1732
O	34.3132	4.6586	28.4098	-0.3993	-0.004	0.215
O	10.7017	7.9444	30.5033	-0.6565	-0.0129	0.3613
O	5.5709	13.6927	27.545	-0.0634	-0.126	0.5022
O	28.9582	10.4865	30.068	-0.3708	0.2295	0.0242
O	7.5323	11.2296	39.301	-0.1026	0.1556	-0.4974
O	27.2836	15.0805	36.8995	0.3067	-0.225	-0.0933
O	20.8203	18.1959	28.3523	-0.1917	0.0089	0.3384
O	19.8761	12.8754	34.4772	-0.1215	-0.2479	0.5809
O	28.5947	17.6987	29.6241	0.032	0.0731	0.6127
O	26.8287	15.4532	32.752	-0.0472	0.0391	-0.0757
O	4.9258	8.4579	39.2202	0.1625	-0.1799	-0.3922
O	13.3786	15.7174	35.615	-0.1073	-0.192	-0.2524
O	27.2815	13.7154	27.5598	0.21	0.0763	0.4696
O	7.1055	3.4527	28.7596	-0.3019	0.0806	0.1125
O	11.4097	17.375	35.4403	-0.5934	-0.4372	-0.2099
O	16.3012	2.7273	27.6672	0.0099	-0.1595	0.3187
O	4.0846	12.0769	28.7898	0.4251	-0.0839	0.6325
O	8.6409	14.927	30.2553	0.1244	-0.2421	-0.1746
O	30.6139	14.311	32.5515	-0.1156	0.112	0.2258
O	24.2917	14.2122	35.3461	0.3305	0.2246	0.1085
O	30.8645	12.22	28.8735	0.0412	0.7112	0.5238
O	25.1338	5.1174	38.2616	0.1615	0.2251	-0.4152
O	29.8303	12.3003	34.017	-0.3985	-0.557	-0.0116
O	21.6399	5.5541	31.8669	0.1232	0.5857	-0.2278
O	22.0521	11.6314	35.4064	-0.0433	0.0997	0.5848
O	18.071	12.4963	32.6486	-0.2908	-0.0594	0.1756
O	29.808	10.6206	27.3233	-0.0931	-0.2652	0.1195
O	30.5075	11.9263	31.4669	0.1253	-0.0828	0.0555
O	30.2406	5.7758	32.1483	0.1917	-0.1468	-0.4559
O	20.3916	8.8479	35.4965	0.089	0.0388	0.0429
O	29.4584	16.2345	36.0705	0.394	0.3949	-0.3881
O	23.7653	16.4393	39.1323	-0.1988	-0.1901	-0.4089
O	13.7804	18.2523	34.7309	0.6506	-0.1521	0.002
O	15.887	15.6045	35.944	-0.1604	0.1696	-0.3842
O	32.0773	13.8719	39.2262	0.0082	0.0681	-0.4898
O	18.0935	16.7752	36.0113	0.2625	0.086	-0.4256
O	26.0048	4.1852	32.6479	-0.2513	-0.145	0.1267
O	30.1853	15.4097	38.3763	-0.3574	0.569	0.0195
O	33.5862	9.4477	32.192	-0.0458	0.3702	0.2934
O	36.4103	12.9431	37.0581	-0.0241	-0.2489	-0.131
O	31.2725	8.1356	32.7425	-0.1144	0.2484	0.5859
O	9.8906	14.1979	39.241	0.1175	0.1261	-0.5619
O	12.3051	14.3058	31.9436	-0.0353	0.0441	0.3355
O	14.8318	12.8136	28.3814	0.4276	0.3315	0.1793
O	28.0603	6.9315	35.8417	-0.1139	-0.6555	0.1303
O	13.1813	9.9776	33.9347	0.0054	-0.021	0.343
O	17.7492	9.1951	36.26	-0.3476	-0.2211	-0.2417
O	11.3933	9.7661	37.355	0.1085	-0.0785	-0.4538
O	17.5043	6.7024	29.7029	-0.3163	-0.2139	0.6177
O	31.9448	15.3915	36.3844	0.2108	0.2926	0.419
O	34.6987	8.7454	36.2138	0.2907	-0.3708	-0.1635
O	7.6091	13.1126	32.0694	-0.315	-0.0145	-0.327
O	7.1418	13.0221	34.6571	0.1472	-0.2181	0.5353
O	14.5148	13.5507	36.7017	-0.0574	-0.1703	0.3846
O	20.9008	16.7309	31.8916	-0.2703	-0.1059	0.1512
O	24.3132	8.3893	30.4973	-0.2941	-0.3365	0.2374
O	9.0298	3.8412	33.6465	0.1202	0.3426	0.2767
O	10.3978	6.9878	28.1014	0.2792	-0.1866	0.0296
O	15.9931	8.6716	30.551	-0.1131	-0.3452	0.3583
O	19.2388	18.6409	37.3219	0.1805	0.3202	-0.111
O	19.2732	15.5998	30.1643	-0.0617	0.411	-0.4166
O	5.0451	17.6716	33.926	-0.5419	0.0387	0.0448
O	12.9936	11.4923	36.3936	-0.4807	-0.1123	-0.386
O	9.5728	19.056	36.0279	-0.3362	0.3305	0.2652
O	15.5601	11.0687	36.8399	-0.2446	-0.1779	0.3285
O	12.1353	3.5244	35.9667	-0.0743	0.4278	0.4649
O	4.9621	6.5529	34.978	-0.0236	0.1852	0.6599

Results
total energy: -218736.616 eV
total energy less fixed offsets of O -438.35, Si -107.03 eV per atom: -17.896 eV
